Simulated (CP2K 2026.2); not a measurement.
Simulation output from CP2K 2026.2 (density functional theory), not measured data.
Periodic cell of 513 atoms, Si351O162, from a study of silicon, its oxide and their interface. The atomic structure is a simulated model.
Doubt: the forces sum to 1.50 eV/angstrom along one axis rather than to zero, so they err by at least 0.0029 eV/angstrom per atom on average; the grid cutoff is modest.
This geometry differs little from another in the collection (a relaxation step or a small displacement).

Settings: functional PBE; method Gaussian and plane waves; basis set DZVP-MOLOPT-SR-GTH; pseudopotentials GTH-PBE; grid cutoff 350 Ry, relative cutoff 50 Ry; k points Gamma only; occupations fixed; spin none; net charge 0.

Cell vectors (angstrom)
a	16.407	0	0
b	0	16.407	0
c	0.1159	0.0431	34.2966

Atoms and the computed forces on them: element, x, y, z (angstrom), force x, y, z (eV/angstrom)
Si	16.05	0.086	0.25	0.097	0.015	0.168
Si	2.661	2.793	0.522	0.006	0.033	0.043
Si	0.305	4.78	0.272	0.012	0.101	0.177
Si	2.656	8.341	34.234	0.095	-0.047	0.235
Si	15.865	11.543	0.123	0.135	-0.061	0.217
Si	3.087	13.578	0.157	-0.081	0.008	0.234
Si	4.967	0.648	34.151	0.113	-0.088	0.235
Si	7.938	3.123	34.077	0.15	-0.104	0.211
Si	5.652	5.427	0.086	-0.11	0.076	0.22
Si	8.755	8.16	34.223	-0.06	0.011	0.225
Si	5.364	11.326	0.014	0.019	-0.079	0.205
Si	8.574	13.463	0.312	-0.1	0.074	0.19
Si	11.487	15.779	0.07	-0.053	0.075	0.218
Si	13.929	2.341	0.127	-0.025	0.034	0.252
Si	10.896	5.761	34.119	0.054	-0.026	0.228
Si	14.338	8.22	33.957	-0.05	-0.085	0.26
Si	10.851	11.193	0.325	0.076	-0.091	0.224
Si	13.688	13.681	0.67	0.002	-0.015	0.134
Si	1.282	1.246	1.578	-0.01	-0.002	-0.033
Si	4.143	4.264	1.54	-0.001	-0.014	-0.046
Si	1.295	6.776	1.302	0.002	-0.019	-0.045
Si	4.143	9.595	1.198	-0.013	0.02	-0.037
Si	1.357	12.415	1.319	-0.004	0.01	-0.067
Si	4.185	15.205	1.388	-0.01	-0.006	-0.059
Si	6.742	1.45	1.141	-0.028	0.029	-0.067
Si	9.568	4.122	1.132	-0.011	0.016	-0.054
Si	6.96	6.975	1.263	0.01	-0.021	-0.046
Si	9.7	9.53	1.477	0	0.009	-0.056
Si	6.891	12.335	1.492	0.009	-0.006	-0.055
Si	9.715	15.067	1.501	0.012	-0.032	-0.075
Si	12.348	1.184	1.386	0.025	-0.003	-0.063
Si	15.07	3.83	1.597	0.031	-0.013	-0.055
Si	12.553	6.834	1.036	0.002	0.018	-0.044
Si	15.082	9.65	1.341	0.012	0.016	-0.067
Si	12.309	12.247	1.793	0.002	0.014	-0.064
Si	15.047	15.119	1.828	-0.008	-0.01	-0.048
Si	16.407	2.587	3.02	-0.019	-0.003	0.018
Si	2.759	16.366	2.864	-0.017	-0.012	0.015
Si	0.013	8.216	2.698	0.001	0.002	0.007
Si	2.713	5.587	2.816	0.015	0.012	0.008
Si	0.133	13.691	2.91	0.018	0.008	0.013
Si	2.729	10.939	2.63	-0.014	0.002	0.005
Si	5.533	2.78	2.744	0.009	0.007	0.024
Si	8.183	0.099	2.611	0.006	-0.004	0.01
Si	5.519	8.275	2.646	-0.004	-0.003	0
Si	8.27	5.492	2.628	0	-0.005	0.014
Si	5.552	13.803	2.766	0.014	0.009	0.022
Si	8.236	10.883	2.808	-0.017	-0.004	0.025
Si	10.923	2.713	2.563	0	0.004	0.006
Si	13.608	0.042	3.04	0.005	0.002	0.011
Si	11.178	8.133	2.657	0.008	0.005	0.011
Si	13.706	5.449	2.64	0.001	-0.001	0.002
Si	10.918	13.685	3.004	-0.005	-0.01	0.038
Si	13.734	10.816	2.918	-0.023	-0.004	0.017
Si	1.401	4.117	4.175	-0.007	-0.011	-0.005
Si	4.149	1.407	4.127	-0.002	0.007	-0.002
Si	1.417	9.568	4.075	0.01	0	0
Si	4.162	6.921	4.098	-0.01	-0.01	0.002
Si	1.451	15.029	4.291	-0.007	0	-0.004
Si	4.116	12.343	4.03	-0.009	-0.005	0
Si	6.915	4.151	4.077	-0.007	-0.004	0.003
Si	9.558	1.426	4.033	-0.002	0.003	-0.006
Si	6.844	9.555	4.135	0.005	0.003	-0.009
Si	9.687	6.812	4.012	-0.004	-0.005	-0.011
Si	6.924	15.122	4.119	-0.008	-0.012	-0.001
Si	9.542	12.263	4.232	0.009	0.014	-0.005
Si	12.302	4.082	4.001	0.005	0.004	0.004
Si	15.017	1.336	4.387	0.002	-0.006	-0.004
Si	12.349	9.478	4.218	0.004	-0.001	-0.01
Si	15.043	6.834	4.063	0.003	0.004	0.005
Si	12.29	15.03	4.338	-0.005	-0.002	-0.011
Si	15.12	12.272	4.186	0	0	-0.001
Si	0.039	16.368	5.636	-0.002	-0.009	0.006
Si	2.79	2.759	5.522	0.004	0.002	-0.004
Si	16.412	5.495	5.486	0	0.003	-0.005
Si	2.785	8.246	5.483	0.002	0.003	-0.004
Si	0.074	10.904	5.523	0	0	-0.005
Si	2.82	13.63	5.558	-0.003	0.004	-0.003
Si	5.521	0.036	5.496	0.002	0.001	-0.003
Si	8.246	2.777	5.471	0.002	0	-0.003
Si	5.517	5.498	5.444	0.004	0	-0.003
Si	8.276	8.17	5.426	0.001	-0.001	-0.005
Si	5.474	10.973	5.451	0.005	0.002	-0.006
Si	8.207	13.702	5.533	-0.001	-0.001	0.005
Si	10.882	0.062	5.527	-0.001	-0.004	-0.003
Si	13.631	2.803	5.545	0.007	0.001	0.002
Si	10.977	5.437	5.443	-0.004	0	-0.007
Si	13.728	8.139	5.544	-0.009	0.004	0.001
Si	10.964	10.895	5.535	-0.002	-0.004	0.005
Si	13.732	13.632	5.575	0	0.002	0
Si	1.42	1.39	6.907	-0.001	0.001	0
Si	4.165	4.134	6.859	-0.004	-0.003	-0.001
Si	1.405	6.857	6.841	0.001	0	-0.001
Si	4.132	9.61	6.86	-0.003	0.004	-0.001
Si	1.422	12.278	6.906	-0.001	-0.002	0
Si	4.175	15.046	6.881	0.001	-0.004	-0.003
Si	6.884	1.401	6.859	-0.003	0.001	-0.004
Si	9.615	4.109	6.858	0	-0.002	-0.002
Si	6.897	6.833	6.83	0.002	-0.005	-0.004
Si	9.583	9.535	6.87	0.002	0.003	-0.005
Si	6.828	12.322	6.863	-0.003	0.006	-0.003
Si	9.574	15.062	6.901	0	0	0.002
Si	12.281	1.404	6.894	-0.005	0.004	0.001
Si	15.045	4.146	6.884	0	0.004	0
Si	12.33	6.785	6.869	0.002	-0.002	0
Si	15.091	9.545	6.883	0.002	0	-0.001
Si	12.336	12.268	6.903	0.006	0.002	-0.003
Si	15.077	14.996	6.962	0.003	-0.004	0.003
Si	16.426	2.759	8.237	0.001	0.001	0
Si	2.79	16.411	8.249	-0.003	0.002	-0.001
Si	0.051	8.198	8.252	0.001	0.001	-0.001
Si	2.771	5.485	8.217	0.003	0.001	-0.002
Si	0.054	13.639	8.292	-0.003	-0.001	0.004
Si	2.777	10.932	8.277	-0.002	0.001	0.001
Si	5.515	2.752	8.238	0.001	0.001	-0.001
Si	8.217	0.021	8.259	0.002	-0.002	-0.001
Si	5.512	8.213	8.194	0.003	0.003	-0.006
Si	8.241	5.468	8.229	-0.001	0.002	-0.001
Si	5.504	13.677	8.268	0	0.001	0.002
Si	8.213	10.935	8.215	0	0.001	-0.001
Si	10.946	2.756	8.275	0.004	-0.005	0.001
Si	13.678	0.011	8.243	0.002	-0.003	-0.001
Si	10.963	8.173	8.23	-0.003	0.001	-0.001
Si	13.692	5.474	8.277	0.001	-0.001	0.002
Si	10.969	13.681	8.241	0.003	0	0
Si	13.711	10.907	8.259	-0.003	0.002	0
Si	1.403	4.117	9.598	-0.001	-0.001	-0.001
Si	4.149	1.376	9.616	-0.001	-0.004	0
Si	1.401	9.566	9.632	0	-0.002	0.001
Si	4.14	6.851	9.586	-0.003	0.001	-0.001
Si	1.418	15.047	9.623	0.001	0.001	0.001
Si	4.132	12.314	9.629	-0.002	0.001	0
Si	6.883	4.101	9.612	-0.001	-0.003	-0.001
Si	9.594	1.372	9.633	-0.002	0	0.002
Si	6.853	9.569	9.594	-0.002	0.001	-0.005
Si	9.601	6.827	9.615	0.002	0	-0.003
Si	6.866	15.049	9.624	0	0	0
Si	9.589	12.304	9.589	0.002	0.002	-0.004
Si	12.331	4.104	9.636	-0.001	0	0.002
Si	15.059	1.38	9.602	0	0.001	-0.001
Si	12.329	9.541	9.611	0.002	-0.001	-0.001
Si	15.077	6.843	9.618	-0.001	0.002	0
Si	12.33	15.047	9.625	0.001	0.003	0
Si	15.068	12.283	9.635	0.002	-0.003	0.002
Si	16.437	0.015	10.968	-0.003	0	0.001
Si	2.762	2.741	10.976	-0.001	0	0.001
Si	16.442	5.47	10.977	0.002	0	0
Si	2.766	8.195	10.986	0.001	0.002	0.001
Si	16.433	10.931	11.002	-0.002	0.001	0.001
Si	2.779	13.686	10.997	0	0	0.001
Si	5.503	16.407	10.995	0.001	0	0
Si	8.235	2.731	11.002	0.002	-0.002	0.001
Si	5.499	5.469	10.957	0.004	0.002	-0.003
Si	8.219	8.199	10.965	-0.002	0.003	-0.003
Si	5.49	10.929	10.979	-0.001	-0.001	-0.002
Si	8.24	13.679	10.975	0.002	0.001	-0.001
Si	10.973	16.419	11.002	0.002	-0.003	0.002
Si	13.701	2.737	10.991	-0.002	-0.002	0.002
Si	10.968	5.468	10.998	0.002	0.001	0
Si	13.707	8.196	10.991	0.003	0	0
Si	10.953	10.93	10.96	-0.002	0	-0.002
Si	13.704	13.676	10.987	0	0	0
Si	1.387	1.379	12.355	0.001	-0.001	0.003
Si	4.133	4.111	12.34	0	-0.001	-0.002
Si	1.387	6.831	12.356	-0.001	0	0
Si	4.119	9.567	12.357	-0.001	0	0.002
Si	1.393	12.327	12.34	0.001	0.002	-0.001
Si	4.142	15.046	12.375	0.001	-0.001	0.004
Si	6.87	1.355	12.365	-0.001	-0.003	0.001
Si	9.614	4.09	12.364	-0.002	0.003	0
Si	6.869	6.812	12.337	-0.003	-0.001	-0.004
Si	9.573	9.574	12.332	0	-0.002	0
Si	6.858	12.309	12.323	-0.001	-0.001	-0.004
Si	9.605	15.041	12.356	0	0.001	0.003
Si	12.343	1.386	12.379	0	0.002	0.004
Si	15.082	4.099	12.345	0	0.001	-0.002
Si	12.355	6.819	12.362	0.001	0.002	0.002
Si	15.059	9.569	12.365	-0.002	-0.001	0.002
Si	12.322	12.298	12.334	0.002	-0.002	-0.001
Si	15.077	15.059	12.346	0.002	0	0.001
Si	16.432	2.752	13.741	-0.005	0.002	0.002
Si	2.757	16.417	13.721	0.001	-0.002	-0.001
Si	16.416	8.194	13.729	0.001	0.003	0.004
Si	2.753	5.461	13.719	0	0.001	0.003
Si	0.049	13.707	13.715	0.002	-0.002	0.002
Si	2.735	10.954	13.706	-0.004	0.007	0.003
Si	5.492	2.728	13.706	0.003	-0.001	0
Si	8.25	16.405	13.741	0	-0.001	0.004
Si	5.486	8.163	13.693	0.007	-0.006	-0.001
Si	8.232	5.436	13.719	0.002	-0.001	0.003
Si	5.516	13.656	13.726	0.006	-0.003	0.001
Si	8.2	10.952	13.702	-0.007	0.006	-0.002
Si	10.983	2.757	13.766	-0.003	0.004	0.006
Si	13.732	0.028	13.73	-0.004	-0.003	0.002
Si	10.953	8.197	13.67	0	0.003	-0.003
Si	13.731	5.442	13.737	0.007	-0.003	0.001
Si	10.971	13.668	13.712	0.001	-0.005	0
Si	13.683	10.942	13.718	0	-0.001	0.001
Si	1.391	4.116	15.115	-0.002	0.001	0.001
Si	4.103	1.395	15.081	-0.004	-0.001	0.002
Si	1.363	9.588	15.072	0.001	-0.004	-0.001
Si	4.119	6.814	15.09	-0.005	0.001	-0.001
Si	1.411	15.067	15.122	0.005	0.001	0.003
Si	4.11	12.302	15.077	0.002	-0.001	0.003
Si	6.871	4.05	15.091	-0.003	-0.001	-0.003
Si	9.608	1.381	15.121	0.003	-0.003	0.004
Si	6.832	9.546	15.035	-0.004	-0.009	-0.006
Si	9.64	6.798	15.043	-0.001	0.003	0
Si	6.89	15.018	15.101	-0.002	0.001	0.004
Si	9.568	12.32	15.072	0.002	-0.004	0.002
Si	12.394	4.091	15.153	0.007	0.001	0.005
Si	15.09	1.389	15.142	-0.001	0	0.004
Si	12.276	9.568	15.055	-0.008	0	0.002
Si	15.063	6.823	15.121	0.005	-0.001	0.004
Si	12.352	15.055	15.052	0	0.006	0
Si	15.076	12.335	15.044	0.001	-0.001	-0.005
Si	0.106	0.08	16.517	-0.007	-0.012	0.002
Si	2.739	2.74	16.495	0.006	0.004	0.005
Si	0.075	5.51	16.513	-0.009	-0.011	0.009
Si	2.757	8.24	16.42	-0.006	-0.001	0.014
Si	16.366	10.933	16.432	0.003	0.016	-0.001
Si	2.781	13.683	16.479	-0.01	-0.005	-0.002
Si	5.476	16.405	16.385	0.002	-0.001	0.008
Si	8.219	2.705	16.527	-0.007	-0.002	-0.005
Si	5.464	5.383	16.428	0.013	0.004	0.007
Si	8.255	8.182	16.327	0.007	0.008	0.01
Si	5.398	10.839	16.411	0.017	0.005	-0.004
Si	8.263	13.678	16.515	0.002	0.002	0
Si	11.014	16.417	16.441	-0.009	-0.007	0.009
Si	13.725	2.703	16.581	0.009	0.009	0.009
Si	11.028	5.495	16.48	-0.002	-0.006	-0.007
Si	13.578	8.15	16.418	0.005	0.013	-0.002
Si	10.915	10.945	16.423	-0.005	-0.005	0.002
Si	13.765	13.745	16.399	-0.004	-0.01	0.003
Si	1.45	1.431	17.995	-0.012	0.005	-0.002
Si	4.093	4.062	17.882	-0.023	-0.004	-0.026
Si	1.453	6.947	17.857	0.009	0.004	-0.027
Si	4.045	9.528	17.918	-0.003	0.01	-0.002
Si	1.39	12.26	17.771	0.007	0.001	-0.022
Si	4.152	15.115	17.832	0.019	0.001	-0.008
Si	6.787	1.275	17.84	-0.008	-0.023	-0.014
Si	9.711	4.075	17.795	0.019	0.015	-0.023
Si	6.896	6.79	17.621	0.008	0.007	-0.023
Si	9.561	9.504	17.774	-0.018	-0.005	-0.007
Si	6.79	12.192	17.674	-0.013	-0.018	-0.024
Si	9.675	15.131	17.872	0.006	0.024	-0.023
Si	12.355	1.251	17.955	-0.007	-0.01	-0.015
Si	15.137	4.129	17.877	0	0	-0.008
Si	12.29	6.875	17.982	0.004	-0.009	0.009
Si	14.881	9.558	17.71	-0.013	-0.021	-0.023
Si	12.33	12.394	17.656	0	0.007	-0.019
Si	15.132	15.115	17.812	0.015	0.007	-0.02
Si	0.148	2.909	19.369	-0.013	0.017	0.065
Si	2.848	0.043	19.37	-0.004	-0.019	0.049
Si	16.265	8.264	19.069	0	0.005	0.042
Si	2.907	5.615	19.247	0.007	-0.02	0.066
Si	0.084	13.697	19.088	-0.004	0.001	0.05
Si	2.585	10.894	19.311	-0.009	0.027	0.05
Si	5.391	2.584	19.251	0.014	0.013	0.035
Si	8.173	16.382	19.26	0.002	-0.019	0.06
Si	5.554	8.053	19.055	0.039	-0.016	0.077
Si	8.305	5.513	18.989	-0.007	-0.007	0.052
Si	5.494	13.585	19.015	0.005	-0.008	0.058
Si	8.097	10.823	19.06	0.013	0.005	0.058
Si	10.925	2.637	19.264	-0.005	0.011	0.04
Si	13.877	16.389	19.371	0.005	0.004	0.052
Si	10.859	8.281	19.374	-0.004	0.021	0.041
Si	13.73	5.439	19.257	0.006	-0.002	0.06
Si	11.167	13.786	19.144	-0.001	-0.03	0.038
Si	13.506	10.954	19.05	-0.002	0.012	0.041
Si	1.326	4.633	20.63	0.023	-0.108	-0.231
Si	4.22	1.265	20.969	-0.019	0.059	-0.267
Si	0.662	9.938	20.502	0.096	0.034	-0.172
Si	4.804	6.395	20.57	-0.131	0.041	-0.258
Si	1.611	14.82	20.522	-0.05	0.032	-0.25
Si	3.827	12.589	20.376	0.026	-0.063	-0.246
Si	6.944	4.045	20.136	-0.006	-0.024	-0.053
Si	9.097	1.753	20.588	0.003	-0.018	-0.194
Si	6.935	9.234	20.466	0.023	0.104	-0.183
Si	9.182	7.054	20.566	0.078	-0.006	-0.181
Si	7.285	14.406	20.324	-0.049	0.148	-0.203
Si	9.602	12.311	20.018	0.002	-0.014	-0.083
Si	12.586	3.769	20.488	0.013	0.051	-0.186
Si	15.008	1.714	20.684	0.018	-0.08	-0.21
Si	11.778	10.185	20.543	0.019	-0.101	-0.191
Si	15.286	6.686	20.544	-0.084	-0.025	-0.207
Si	12.92	14.62	20.68	-0.072	0.039	-0.22
Si	15.009	12.291	20.203	0.015	0.013	-0.062
Si	16.323	16.283	22.83	0.036	0.082	-0.041
Si	6.432	4.937	29.044	-0.015	0.016	-0.011
Si	1.884	10.314	29.564	0.017	0.004	-0.019
Si	3.879	7.086	23.561	-0.01	0.032	0.011
Si	1.23	8.374	23.245	-0.002	0.029	-0.032
Si	0.202	7.116	25.615	-0.01	-0.071	0.033
Si	9.075	0.25	23.319	-0.044	-0.056	-0.051
Si	7.639	4.1	26.322	-0.011	0.025	-0.075
Si	7.688	11.899	24.268	0.011	-0.003	0.088
Si	5.627	14.022	25.315	0.065	-0.01	-0.065
Si	6.114	15.693	22.768	-0.036	0.003	-0.008
Si	12.699	4.94	24.656	-0.002	-0.015	0.054
Si	11.117	5.749	22.481	-0.096	0	0.002
Si	13.489	7.317	23.012	0.026	0.004	0.055
Si	12.274	9.938	23.641	-0.021	0.027	0.094
Si	9.733	14.039	24.554	0.041	0.038	0.004
Si	12.602	12.833	25.079	-0.031	-0.032	-0.064
Si	7.702	6.769	25.226	0.007	0.072	-0.037
Si	3.473	9.791	24.627	0.004	0.016	0.048
Si	3.283	5.221	28.366	0.015	0.037	-0.043
Si	3.062	14.227	26.832	0.059	0.028	0.005
Si	7.825	15.243	26.847	-0.009	-0.036	0.066
Si	7.245	13.292	29.072	0.055	-0.031	-0.018
Si	9.129	1.356	26.199	-0.067	0.008	0.057
Si	6.611	7.764	27.944	0.033	-0.065	0.031
Si	7.883	10.312	29.17	-0.068	-0.019	0.05
Si	5.436	10.963	22.553	-0.055	-0.125	0.001
Si	13.435	15.482	23.5	-0.095	0.098	0.048
Si	15.835	2.787	26.568	0.054	-0.005	-0.013
Si	14.304	5.555	27.008	-0.042	0.043	0.008
Si	3.306	3.531	22.916	0.017	-0.017	-0.05
Si	9.458	9.405	25.105	-0.005	0.014	0.015
Si	0.518	12.761	26.399	0.019	-0.091	-0.13
Si	1.862	4.515	30.902	-0.075	-0.013	0.004
Si	2.329	12.914	30.942	-0.035	-0.039	-0.087
Si	3.905	7.94	29.296	-0.107	-0.036	0.021
Si	13.505	15.448	29.279	0.03	0.098	0.022
Si	1.39	9.944	26.582	0.014	0.023	-0.041
Si	10.427	1.849	30.275	0.029	-0.012	-0.014
Si	5.638	4.946	24.199	0.07	0.005	0.032
Si	4.51	14.49	29.521	-0.024	-0.002	0.014
Si	10.526	9.68	28.146	-0.022	-0.006	-0.066
Si	13.461	1.915	25.119	-0.043	-0.109	-0.02
Si	0.809	15.533	25.66	-0.071	0.002	-0.034
Si	12.347	9.889	32.07	-0.025	-0.003	0.046
Si	15.814	6.114	32.148	0.043	0.036	0.02
Si	11.841	1.21	27.709	0.041	0.045	0.049
Si	13.111	10.418	29.339	0.034	-0.011	-0.037
Si	1.942	4.326	25.722	-0.077	0.097	0
Si	5.073	0.767	30.995	-0.082	0.041	0.099
Si	3.974	6.441	32.04	-0.046	0.012	0.008
Si	7.573	2.789	30.919	0.016	-0.009	0.07
Si	1.412	15.202	32.362	-0.057	-0.081	-0.036
Si	2.008	1.412	30.686	-0.001	0.044	-0.12
Si	11.104	15.484	31.317	-0.021	-0.062	-0.031
Si	14.215	12.711	27.854	-0.003	0.015	-0.064
Si	7.694	10.455	32.176	0.018	0.048	0.053
Si	11.908	8.011	29.94	0.062	-0.008	-0.016
Si	8.836	13.315	31.748	0.054	0.037	-0.028
Si	12.215	3.671	32.061	-0.009	0.048	0.017
Si	13.479	5.55	30.116	0.002	-0.079	-0.072
Si	16.217	0.506	28.465	0.022	-0.052	0.006
Si	1.273	10.556	32.362	0.007	-0.061	-0.057
O	0.144	15.448	33.352	-0.207	-0.313	0
O	15.171	1.282	33.881	-0.127	0.021	-0.198
O	1.14	0.837	29.395	-0.067	-0.234	0.101
O	1.509	2.919	31.172	-0.143	0.042	0.195
O	2.154	4.507	29.296	-0.137	-0.305	0.044
O	1.683	3.856	34.044	-0.124	0.158	-0.117
O	3.04	7.41	32.941	-0.267	-0.229	-0.224
O	5.275	6.087	32.936	-0.004	0.237	-0.185
O	16.242	11.093	32.868	0.023	-0.186	-0.276
O	2.293	11.846	32.201	0.171	-0.027	0.204
O	2.651	14.566	33.214	0.239	0.119	-0.214
O	3.651	1.485	30.541	0.041	0.197	-0.224
O	3.8	1.831	33.959	-0.195	0.111	-0.158
O	10.272	14.043	31.327	0.085	0.023	-0.248
O	12.635	15.377	30.686	0.213	-0.013	0.149
O	10.306	0.223	30.456	-0.27	-0.125	-0.255
O	8.909	2.417	30.036	-0.056	0.198	-0.395
O	6.81	4.297	33.945	-0.185	0.164	0.052
O	8.288	9.139	32.961	0.124	-0.028	-0.136
O	9.803	6.964	33.681	-0.136	-0.003	0.122
O	6.322	10.93	32.949	0.063	-0.137	-0.201
O	4.369	12.547	33.93	0.092	-0.118	0.146
O	8.255	14.039	33.099	-0.339	0.274	-0.045
O	5.213	0.273	32.561	0.234	0.011	0.036
O	11.117	16.12	32.827	0.117	-0.047	0.105
O	12.78	14.682	34.077	-0.098	-0.124	-0.15
O	13.271	3.025	33.119	0.025	0.164	-0.305
O	13.054	4.102	30.715	0.107	-0.087	-0.152
O	14.589	6.178	31.113	-0.038	0.3	0.125
O	11.473	4.959	32.775	0.047	0.089	-0.29
O	15.796	4.938	33.268	-0.092	-0.253	-0.009
O	13.561	9.106	32.819	-0.112	-0.009	0.07
O	9.904	12.437	34.291	0.077	-0.016	0.036
O	11.535	10.734	33.17	0.198	-0.122	0.02
O	14.822	12.728	34.122	-0.094	-0.067	-0.046
O	3.076	4.649	26.859	0.249	-0.03	-0.251
O	2.265	4.378	21.974	0.164	0.132	-0.04
O	3.362	2.085	22.134	-0.171	-0.045	-0.093
O	2.64	3.648	24.402	0.064	-0.236	0.128
O	0.822	8.913	21.786	0.28	-0.121	-0.024
O	2.287	7.132	23.223	0.104	-0.302	0.187
O	5.943	5.206	20.844	0.127	0.11	-0.026
O	4.573	6.99	22.092	0.147	0.074	0.124
O	0.97	15.461	21.9	0.015	0.102	0.081
O	2.756	13.708	20.972	-0.058	-0.062	0.172
O	4.612	12.035	21.689	-0.063	0.088	0.177
O	8.016	2.997	20.952	0.04	0.15	-0.151
O	7.037	4.076	27.818	-0.135	-0.294	0.004
O	9.588	1.058	22.003	-0.025	-0.082	0.193
O	7.449	0.055	23.303	-0.141	-0.092	0.281
O	5.816	9.656	21.638	-0.222	0.071	-0.089
O	6.911	11.505	22.917	0.133	-0.15	-0.369
O	9.654	6.179	21.912	-0.107	-0.067	0.203
O	8.063	8.173	21.093	0.042	-0.14	0.064
O	6.586	14.509	21.792	-0.235	-0.2	0.029
O	5.196	0.308	21.893	0.147	-0.247	-0.169
O	10.563	11.271	20.91	0.141	0.1	0.179
O	8.549	13.402	20.705	-0.051	0.04	0.058
O	11.203	5.331	24.074	-0.269	-0.031	0.262
O	11.728	4.45	21.715	-0.218	0.075	-0.031
O	13.737	2.72	21.11	0.041	0.025	-0.117
O	15.855	1.26	22.059	0.19	-0.006	0.002
O	13.268	8.644	23.984	-0.053	0.025	0.284
O	12.449	9.994	22.023	0.334	0.124	0.068
O	0.104	5.679	21.071	-0.1	-0.089	0.257
O	14.627	7.463	21.853	-0.194	0.135	0.184
O	12.502	15.281	22.155	-0.198	0.049	0.037
O	11.048	13.314	25.167	-0.16	-0.087	0.124
O	16.03	11.172	20.976	0.095	-0.061	0.127
O	13.973	13.35	21.022	0.181	0.09	-0.128
O	0.553	0.056	24.336	0.057	-0.021	0.106
O	0.295	13.989	25.312	-0.14	-0.077	-0.215
O	0.139	16.076	27.074	-0.015	0.048	0.051
O	4.797	4.905	28.903	-0.023	0.01	-0.099
O	4.266	8.382	24.457	0.194	0.094	-0.159
O	4.914	3.971	23.061	0.204	-0.189	-0.028
O	4.403	7.277	30.709	-0.021	0.188	-0.069
O	4.319	5.868	24.56	-0.066	-0.043	0.076
O	2.019	9.673	23.868	0.024	0.19	-0.159
O	4.511	10.814	23.906	0.202	-0.058	0.241
O	8.074	14.393	28.204	-0.041	0.02	0.115
O	6.987	4.254	30.428	0.067	0.008	0.124
O	8.737	2.918	26.303	-0.038	0.2	0.224
O	9.909	15.244	23.459	0.089	-0.088	0.06
O	8.435	5.481	25.934	0.288	0.037	-0.021
O	6.337	3.948	25.3	-0.283	0.085	-0.096
O	8.304	10.558	24.965	-0.301	-0.146	-0.13
O	8.768	7.937	24.807	0.139	-0.074	-0.272
O	3.521	14.823	28.273	-0.215	0.074	0.225
O	4.228	13.523	25.948	-0.061	-0.093	0.113
O	5.343	14.911	23.97	-0.058	-0.052	0.034
O	13.323	14.145	24.427	0.224	-0.129	0.183
O	12.871	5.407	26.22	-0.042	0.111	0.198
O	12.061	7.063	22.227	-0.172	-0.008	-0.323
O	12.98	3.333	24.423	0.053	0.145	0.058
O	16.372	7.759	24.103	-0.028	-0.055	-0.154
O	13.768	5.912	23.838	-0.04	0.143	-0.073
O	10.723	9.616	24.086	-0.057	-0.204	-0.022
O	10.053	9.526	26.613	0.16	-0.047	-0.031
O	14.967	15.423	22.985	-0.139	-0.388	-0.156
O	8.9	12.865	23.819	-0.138	-0.157	-0.014
O	2.415	15.451	25.959	-0.009	0.036	0.116
O	15.083	1.985	25.347	0.142	0.005	-0.017
O	10.473	0.852	26.94	-0.066	-0.078	-0.143
O	6.689	7.381	26.362	-0.363	0.051	-0.09
O	2.994	10.124	26.161	0.077	-0.102	-0.112
O	2.986	6.836	28.503	-0.054	0.11	-0.142
O	5.127	8.276	28.301	0.034	0.03	-0.158
O	0.962	8.385	26.321	-0.151	0.135	0.101
O	1.957	13.062	27.093	0.164	-0.163	0.156
O	1.108	10.091	28.176	-0.049	0.216	0.106
O	6.616	12.722	25.187	-0.078	-0.053	0.239
O	3.726	13.716	30.725	-0.031	-0.036	0.029
O	5.654	13.512	28.953	-0.081	0.067	0.076
O	11.413	2.141	28.988	-0.025	0.28	-0.023
O	12.788	1.945	26.611	0.11	0.035	0.005
O	6.972	6.482	28.901	0.05	-0.03	0.079
O	6.818	6.12	23.971	0.108	-0.099	-0.026
O	8.106	2.718	32.476	0.222	-0.218	0.036
O	9.499	10.42	29.158	0.088	0.153	0.063
O	11.862	10.605	28.29	0.135	0.318	-0.068
O	6.291	15.036	26.386	-0.059	0.212	0.182
O	8.904	14.673	25.785	-0.068	-0.15	0.15
O	13.124	0.522	24.274	0.093	0.12	-0.132
O	9.388	1.148	24.617	0.286	0.006	-0.171
O	15.22	6.796	26.43	-0.125	-0.023	-0.275
O	0.982	3.104	26.234	0.002	-0.094	0.071
O	1.092	5.731	25.517	0.118	0.096	0.097
O	15.6	7.48	33.095	-0.145	-0.037	0.028
O	12.859	10.908	30.889	-0.17	0.016	-0.091
O	3.21	9.375	29.57	0.031	-0.082	0.142
O	7.406	11.748	28.573	0.012	-0.023	-0.314
O	10.817	8.182	28.742	-0.126	-0.223	-0.149
O	13.27	12.588	26.535	-0.213	-0.015	-0.012
O	15.757	12.987	27.487	0.023	0.178	0.23
O	15.678	1.962	27.961	-0.281	0.183	0.045
O	14.046	5.625	28.603	-0.038	-0.06	0.096
O	1.775	0.285	31.839	0.053	0.066	0.025
O	1.168	14.078	31.174	-0.148	-0.032	0.018
O	0.736	5.681	31.259	-0.046	0.073	0.032
O	15.121	4.209	26.734	0.184	0.112	0.216
O	2.141	11.928	29.657	0.169	-0.087	0.042
O	1.05	9.862	30.902	-0.162	-0.035	-0.072
O	0.539	11.193	25.884	-0.25	0.079	0.01
O	1.815	9.579	33.536	0.005	0.261	-0.051
O	7.973	0.454	26.914	-0.332	0.154	0.199
O	6.341	1.741	30.681	-0.015	0.092	0.166
O	7.565	9.048	28.2	0.038	-0.005	-0.045
O	11.107	2.576	31.577	0.061	0.07	-0.007
O	5.204	15.841	30.076	0.36	-0.003	0.132
O	8.798	11.673	32.001	0.353	-0.163	-0.226
O	7.278	10.018	30.655	-0.097	0.096	0.015
O	12.128	6.444	30.184	0.057	0.003	0.003
O	12.721	11.39	24.281	0.223	0.054	-0.282
O	15.012	16.157	29.325	0.082	0.164	0.105
O	13.666	13.909	28.795	0.105	-0.217	0.222
O	11.418	8.749	31.325	-0.317	0.019	-0.089
O	13.307	8.779	29.461	0.114	-0.126	0.072
O	3.214	5.04	31.67	0.051	-0.136	-0.003
O	7.74	13.55	30.585	-0.263	-0.005	0.191
O	12.603	16.266	28.192	-0.235	-0.011	0.036
O	14.286	11.307	28.692	0.08	0.048	0.274

Results
total energy: -108571.773 eV
total energy less fixed offsets of O -438.35, Si -107.03 eV per atom: 8.457 eV
